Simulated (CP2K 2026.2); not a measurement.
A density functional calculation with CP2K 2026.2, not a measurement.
Periodic cell of 534 atoms, Si358O176, from a study of silicon, its oxide and their interface. The atomic structure is a simulated model.
Doubt: the forces sum to 3.48 eV/angstrom along one axis rather than to zero, so they err by at least 0.0065 eV/angstrom per atom on average; the grid cutoff is modest.

Settings
functional: PBE
method: Gaussian and plane waves
basis set: DZVP-MOLOPT-SR-GTH
pseudopotentials: GTH-PBE
grid cutoff: 350 Ry, relative cutoff 50 Ry
k points: Gamma only
occupations: fixed
spin: none
net charge: 0

Cell vectors (angstrom)
a 16.4025 0 0
b 0 16.4025 0
c 0 0 35.7237

Atoms and the computed forces on them: element, x, y, z (angstrom), force x, y, z (eV/angstrom)
Si 16.178 0.126 0.021 -0.433 0.076 -0.039
Si 2.929 3.3 34.289 0.154 0.401 -0.362
Si 15.876 6.027 0.287 -0.023 0.28 -0.132
Si 2.711 8.15 35.236 0.18 -0.398 0.409
Si 16.242 11.014 35.559 -0.14 0.268 0.168
Si 3.095 13.601 0.038 0.066 -0.066 -0.204
Si 5.706 16.168 0.356 -0.285 -0.017 -0.088
Si 8.822 3.041 35.723 0.548 0.811 0.803
Si 4.186 5.201 34.959 -0.071 -0.846 0.105
Si 9.629 9.776 1.114 -0.151 -0.069 -0.218
Si 5.174 11.342 35.643 -0.035 0.702 0.017
Si 8.044 14.104 35.633 -0.128 0.043 -0.274
Si 10.942 0.657 0.02 -0.225 0.206 0.364
Si 13.241 3.577 0.251 0.091 -0.026 -0.127
Si 10.905 5.49 0.622 0.16 -0.092 -0.165
Si 13.713 8.228 0.468 0.105 -0.104 -0.29
Si 11.587 10.45 35.537 0.126 -0.159 -0.274
Si 14.191 13.441 35.636 0.058 0.046 0.043
Si 1.261 1.676 1.004 0.257 0.305 -0.124
Si 4.75 4.808 1.491 0.268 -0.072 0.153
Si 1.377 7.101 1.233 -0.242 -0.28 0.02
Si 3.898 9.699 0.948 -0.17 0.45 0.202
Si 1.45 12.261 1.21 -0.042 0.065 -0.425
Si 4.124 15.003 1.579 0.126 0.111 -0.087
Si 6.836 1.453 1.477 -0.083 -0.253 -0.232
Si 9.73 4.033 1.976 -0.244 -0.561 -0.35
Si 6.804 6.107 1.512 -0.22 0.242 0.308
Si 8.206 5.472 35.342 0.34 0.09 -0.665
Si 6.891 12.436 1.287 -0.158 -0.045 -0.253
Si 9.717 15.261 1.182 0.008 0.059 -0.207
Si 12.483 1.615 1.472 -0.08 0.104 -0.084
Si 14.88 4.469 1.702 -0.156 -0.046 -0.28
Si 12.261 6.973 1.763 0.014 -0.143 -0.17
Si 15.141 9.711 1.519 -0.046 0.046 -0.282
Si 12.478 12.278 1.151 0.103 0.06 0.001
Si 15.274 14.958 1.45 -0.357 -0.223 0.212
Si 0.044 2.948 2.65 -0.026 0.016 0.048
Si 2.67 0.203 2.557 -0.109 -0.198 0.028
Si 0.101 8.328 2.808 0.1 -0.009 0.136
Si 2.833 5.691 2.654 0.011 0.103 -0.183
Si 0.195 13.6 2.779 0.03 0.107 -0.143
Si 2.735 10.922 2.681 0.268 -0.33 -0.203
Si 5.496 2.88 2.751 0.015 0.109 0.036
Si 8.354 0.091 2.737 -0.065 0.083 -0.016
Si 5.874 7.996 2.703 0.156 -0.169 0.032
Si 8.249 5.334 3.149 -0.02 -0.108 0.088
Si 5.564 13.682 2.832 0.156 0.007 0.177
Si 8.354 11.077 2.623 -0.228 0.163 0.139
Si 11.161 2.676 3.097 0.185 0.092 0.188
Si 13.815 0.042 2.701 0.094 -0.004 -0.163
Si 10.736 8.349 2.78 0.025 0.076 0.166
Si 13.585 5.653 3.148 0.03 -0.018 0.3
Si 11.054 13.745 2.522 0.033 -0.019 -0.118
Si 13.708 11.049 2.778 -0.044 0.034 0.109
Si 1.465 4.251 4.039 -0.004 -0.009 -0.075
Si 4.083 1.456 4.026 -0.041 0.077 -0.024
Si 1.459 9.635 4.191 -0.084 -0.052 -0.025
Si 4.203 6.934 4.11 0.052 0.157 0.006
Si 1.482 15.118 4.055 -0.06 0.012 -0.002
Si 4.159 12.259 4.084 0.122 0.008 -0.052
Si 6.816 3.999 4.359 -0.006 0.107 0.019
Si 9.657 1.321 4.277 0.066 -0.015 -0.101
Si 7.02 9.603 4.038 0.1 -0.045 -0.083
Si 9.573 6.904 4.269 -0.032 -0.008 -0.078
Si 6.938 15.116 4.12 -0.111 0.011 -0.073
Si 9.673 12.441 4.026 0.023 -0.04 -0.054
Si 12.368 4.148 4.44 -0.002 -0.111 -0.081
Si 15.167 1.451 4.068 0.053 -0.167 -0.081
Si 12.274 9.656 4.108 -0.092 0.142 -0.053
Si 15.128 6.999 4.254 -0.061 -0.083 -0.044
Si 12.391 15.062 4.019 0.015 0.008 0.011
Si 15.127 12.346 4.154 -0.091 -0.083 -0.021
Si 0.016 16.345 10.989 0.037 0.052 -0.008
Si 2.742 2.675 11.002 0.023 0.059 0.003
Si 0.008 5.436 10.99 -0.01 -0.007 -0.005
Si 2.75 8.195 10.975 -0.004 -0.026 -0.01
Si 0.029 10.917 10.969 0.03 -0.009 -0.003
Si 2.762 13.638 10.961 0.026 0.009 -0.001
Si 5.489 16.342 10.975 -0.001 0.011 0
Si 8.218 2.669 10.961 0.04 0.016 0.01
Si 5.483 5.428 10.983 0.02 -0.016 0.004
Si 8.228 8.162 10.979 0.052 -0.008 -0.005
Si 5.49 10.92 10.97 0.022 0.006 -0.01
Si 8.227 13.623 10.999 0.003 0.025 0.008
Si 10.952 16.344 10.983 0.023 0.003 0.006
Si 13.672 2.673 10.975 0.024 0.054 0.001
Si 10.946 5.412 10.961 0.025 0.016 0.005
Si 13.687 8.175 10.99 0.022 0.019 0.007
Si 10.965 10.907 11.011 -0.001 -0.012 0.006
Si 13.713 13.629 11 0.047 -0.026 -0.002
Si 1.37 1.291 12.363 -0.046 -0.041 -0.016
Si 4.118 4.05 12.341 -0.015 -0.032 -0.011
Si 1.38 6.816 12.333 -0.003 -0.002 0
Si 4.122 9.554 12.337 0.003 -0.013 0.015
Si 1.395 12.272 12.341 -0.007 -0.012 -0.011
Si 4.133 14.966 12.35 -0.007 0.027 -0.027
Si 6.87 1.289 12.341 0.009 0.03 -0.014
Si 9.587 4.016 12.334 -0.057 0.008 0.002
Si 6.872 6.772 12.342 -0.057 0 0.025
Si 9.6 9.504 12.348 -0.007 -0.045 -0.005
Si 6.862 12.245 12.358 -0.018 -0.015 -0.014
Si 9.602 14.971 12.367 -0.055 -0.011 -0.005
Si 12.304 1.297 12.361 -0.019 0.004 0.012
Si 15.028 4.041 12.326 -0.008 -0.015 -0.024
Si 12.306 6.773 12.333 -0.025 -0.048 -0.006
Si 15.058 9.548 12.345 0.016 -0.012 -0.004
Si 12.356 12.255 12.369 0.004 0.041 0.001
Si 15.059 14.98 12.386 -0.054 -0.021 0.028
Si 16.358 2.649 13.689 -0.014 0.112 -0.001
Si 2.73 16.291 13.708 0.023 0.025 0.034
Si 16.402 8.163 13.703 0.016 -0.018 0.008
Si 2.735 5.424 13.68 0.005 -0.005 0.022
Si 0.014 13.583 13.748 0.061 -0.024 0.024
Si 2.754 10.911 13.72 -0.056 0.012 0.006
Si 5.487 2.66 13.678 0.004 0.032 0.027
Si 8.205 16.302 13.737 0.062 0.007 0.023
Si 5.491 8.157 13.67 0.001 -0.029 -0.037
Si 8.219 5.365 13.71 0.086 -0.05 0.01
Si 5.49 13.591 13.733 0.01 -0.036 0.039
Si 8.22 10.847 13.701 -0.004 0.023 0.02
Si 10.894 2.614 13.738 0.033 0.031 0.017
Si 13.644 16.317 13.747 0.045 0.03 -0.018
Si 10.941 8.117 13.722 -0.029 0.049 0.042
Si 13.628 5.359 13.693 0.055 0.013 0.008
Si 10.981 13.603 13.728 0.052 -0.018 -0.036
Si 13.695 10.873 13.758 -0.001 -0.009 0.015
Si 1.33 4.039 14.994 -0.048 -0.092 -0.07
Si 4.114 1.275 15.009 -0.041 0.008 -0.015
Si 1.36 9.55 15.066 0.023 0.011 0.02
Si 4.122 6.797 15.022 0.019 0.05 0.008
Si 1.409 14.902 15.123 -0.028 0.035 0.036
Si 4.124 12.241 15.129 0.028 0.027 0.076
Si 6.847 3.988 15.082 -0.046 -0.03 0.009
Si 9.549 1.225 15.158 -0.048 0.007 0.055
Si 6.849 9.484 15.066 -0.017 -0.017 0.041
Si 9.58 6.721 15.087 -0.014 -0.067 0.029
Si 6.871 14.913 15.119 -0.021 -0.007 0.057
Si 9.643 12.169 15.031 -0.004 0.024 0.031
Si 12.266 3.971 15.084 -0.069 0.001 0.06
Si 14.997 1.292 15.093 -0.029 -0.073 0.036
Si 12.32 9.466 15.096 0.033 -0.012 0.028
Si 15.004 6.749 15.001 -0.028 -0.02 0.001
Si 12.281 14.965 15.162 -0.011 -0.107 0.015
Si 15.053 12.23 15.16 0.008 0.021 -0.022
Si 0.008 16.313 16.39 0.015 -0.047 0.216
Si 2.717 2.666 16.291 -0.055 -0.041 0.117
Si 16.33 5.364 16.34 -0.056 0.096 0.05
Si 2.765 8.187 16.368 -0.011 -0.061 0.07
Si 16.399 10.83 16.536 0.003 -0.064 0.105
Si 2.749 13.541 16.581 -0.024 -0.026 0.048
Si 5.397 16.266 16.404 0.118 -0.06 0.103
Si 8.1 2.536 16.506 -0.006 0.054 0.147
Si 5.501 5.441 16.379 -0.039 -0.121 0.047
Si 8.174 8.07 16.426 0.065 0.086 0.063
Si 5.512 10.843 16.46 0.017 -0.017 0.103
Si 8.328 13.502 16.414 -0.031 -0.122 0.029
Si 10.862 16.232 16.606 -0.04 -0.02 0.064
Si 13.527 2.54 16.496 0.05 0.068 0.031
Si 10.922 5.33 16.476 0.015 -0.024 0.093
Si 13.655 8.041 16.435 -0.104 -0.075 0.022
Si 10.945 10.809 16.471 -0.063 -0.062 0.074
Si 13.675 13.612 16.516 0.003 0.075 0.193
Si 1.442 1.263 17.699 0.116 -0.098 -0.158
Si 4.037 4.085 17.602 0.116 -0.1 -0.06
Si 1.32 6.799 17.597 -0.116 0.049 -0.124
Si 4.152 9.465 17.838 -0.025 0.004 -0.043
Si 1.4 12.124 17.972 0.081 0.046 -0.102
Si 4.169 14.924 17.926 -0.079 0 0.132
Si 6.673 1.12 17.907 0.074 0.055 0.095
Si 9.468 3.964 17.794 -0.147 0.073 -0.199
Si 6.797 6.776 17.859 0.052 -0.118 0.153
Si 9.608 9.323 17.803 0.044 0.009 -0.072
Si 7.031 12.097 17.773 0.002 -0.17 -0.26
Si 9.535 14.776 18.01 -0.087 0.113 -0.009
Si 12.176 1.183 18.029 0.067 0.035 0.068
Si 14.929 3.981 17.696 -0.019 0.047 -0.102
Si 12.337 6.655 17.877 0.085 -0.012 -0.011
Si 15 9.359 17.829 0.005 0.062 -0.04
Si 12.289 12.188 17.864 0.034 -0.047 0.025
Si 15.05 15.046 17.864 0.122 -0.035 0.055
Si 0.045 2.703 18.875 0.001 -0.093 0.37
Si 2.794 0.034 19.262 -0.125 0.015 0.31
Si 0.004 7.97 19.133 0.111 0.04 0.193
Si 2.684 5.482 18.889 -0.016 -0.014 0.298
Si 0.071 13.631 19.198 -0.242 0.13 -0.019
Si 2.759 10.656 19.31 -0.069 0.199 0.304
Si 5.203 2.666 19.025 -0.334 0.118 0.001
Si 7.607 15.617 19.179 -0.048 -0.183 -0.068
Si 5.388 8.08 19.285 -0.019 -0.059 0.302
Si 8.117 5.319 19.189 0.363 0.35 0.214
Si 6.044 13.805 18.993 0.001 0.192 0.135
Si 8.278 10.604 19.218 -0.014 0.222 0.037
Si 10.636 2.574 19.257 -0.041 0.083 0.063
Si 13.745 0.001 19.428 0.182 0.153 0.056
Si 10.863 7.911 19.24 0.07 -0.021 0.206
Si 13.681 5.223 19.256 -0.164 -0.024 0.335
Si 10.89 13.358 19.419 0.063 0.099 0.023
Si 13.475 10.579 19.147 0.114 -0.011 -0.154
Si 1.352 4.095 20.172 -0.066 0.132 0.088
Si 3.619 1.885 20.637 -0.198 0.027 -0.343
Si 1.475 9.149 20.571 -0.337 -0.4 -0.08
Si 3.648 6.904 20.468 -0.148 0.217 0.134
Si 1.116 15.287 20.458 0.319 -0.023 0.273
Si 3.195 11.752 21.389 -0.012 0.181 0.214
Si 6.622 3.927 20.289 -0.11 -0.261 -0.28
Si 9.023 2.101 20.988 -0.195 -0.144 0.446
Si 6.683 9.558 20.616 -0.009 -0.157 -0.032
Si 9.737 6.369 20.67 -0.239 0.047 -0.105
Si 7.719 15.813 21.546 -0.139 -0.031 -0.59
Si 9.838 11.646 20.652 -0.058 -0.153 0.17
Si 11.899 4.101 20.504 0.277 0.179 -0.089
Si 15.466 1.358 20.502 -0.032 0.128 0.101
Si 12.038 9.419 20.603 -0.067 -0.274 -0.135
Si 15.489 6.266 20.469 0.066 -0.44 -0.001
Si 13.279 14.587 20.928 0.2 0.067 0.219
Si 14.918 12.8 20.742 0.153 0.469 0.17
Si 12.498 0.801 25.335 0.126 -0.147 0.303
Si 16.341 15.207 25.59 -0.19 0.024 0.25
Si 0.198 2.071 23.323 -0.232 -0.117 0.201
Si 0.597 11.575 22.357 -0.112 -0.041 0.143
Si 5.173 16.319 25.948 -0.154 -0.092 0.344
Si 7.355 12.521 25.855 -0.135 -0.043 0.237
Si 1.921 15.83 23.301 -0.403 -0.044 0.103
Si 9.784 2.958 23.813 0.035 -0.222 0.354
Si 7.64 7.432 22.701 0.176 0.09 0.154
Si 5.566 5.071 22.016 -0.264 -0.106 0.048
Si 5.761 12.565 20.996 -0.198 0.612 -0.182
Si 8.088 13.108 22.864 -0.052 -0.024 0.161
Si 9.642 0.644 25.738 0.13 -0.005 0.32
Si 15.251 1.432 26.087 0.11 -0.031 0.267
Si 12.626 3.181 23.321 0.183 0.065 0.534
Si 1.611 8.983 25.868 0.033 -0.006 -0.068
Si 13.95 7.936 22.762 -0.074 -0.052 0.132
Si 2.662 11.394 24.37 0.08 -0.012 0.216
Si 6.568 1.308 30.932 -0.093 -0.077 0.035
Si 6.283 8.031 28.307 0.071 -0.046 0.088
Si 1.748 4.011 25.064 -0.055 -0.023 0.234
Si 4.408 13.152 26.337 0.032 -0.064 0.225
Si 14.912 5.805 31.183 -0.042 -0.199 -0.142
Si 1.611 11.4 31.127 -0.106 0.174 -0.33
Si 6.847 6.634 25.619 -0.033 -0.202 0.136
Si 8.555 4.168 26.254 -0.064 0.121 0.318
Si 4.674 4.488 24.797 -0.21 0.072 0.404
Si 14.121 5.593 24.385 0.078 0.041 0.266
Si 9.225 14.372 27.253 0.073 -0.022 0.186
Si 13.478 14.712 24.09 0.127 -0.149 0.389
Si 7.812 1.399 26.943 -0.211 0.045 0.163
Si 0.262 6.469 25.654 0.074 -0.093 0.111
Si 11.258 3.943 28.01 0.091 0.058 0.126
Si 14.761 8.117 27.5 -0.07 -0.064 -0.05
Si 14.283 14.595 30.067 -0.152 0.034 -0.238
Si 15.009 9.66 25.1 -0.125 0.008 0.34
Si 4.902 0.178 22.921 -0.08 -0.079 0.112
Si 1.172 15.616 34.174 0.488 -0.155 -0.349
Si 3.135 8.688 28.691 0.046 -0.008 -0.12
Si 1.338 7.135 30.996 -0.051 -0.288 -0.411
Si 15.357 13.237 27.539 0.051 0.007 -0.006
Si 1.584 9.269 33.409 -0.181 0.263 -0.416
Si 3.578 2.355 26.686 -0.05 -0.01 0.175
Si 10.814 2.057 30.545 0.042 -0.061 -0.031
Si 3.99 11.749 29.27 0.179 0.137 -0.136
Si 8.197 10.634 28.027 0.013 0.092 0.014
Si 2.518 16.333 31.699 0.03 -0.01 -0.266
Si 10.998 11.691 27.602 -0.016 -0.07 -0.032
Si 8.768 0.08 29.522 -0.112 -0.008 0.073
Si 14.012 4.03 27.052 0.282 -0.241 -0.044
Si 6.98 11.606 30.537 -0.028 0.055 -0.153
Si 13.199 6.008 28.943 -0.035 -0.038 0.064
Si 13.225 12.143 25.595 0.047 0.064 0.249
Si 12.924 11.814 30.205 0.035 0.158 -0.159
Si 2.159 4.063 31.417 -0.104 -0.264 -0.255
Si 8.454 9.151 31.828 0.103 -0.075 -0.334
Si 6.977 5.352 33.373 0.121 0.257 -0.136
Si 0.464 14.17 31.817 0.055 0.152 -0.45
Si 3.713 2.073 29.866 0.007 0.011 -0.118
Si 8.446 3.701 31.358 0.07 -0.013 -0.238
Si 7.589 9.928 34.439 0.076 -0.094 -0.056
Si 7.675 6.515 30.686 0.108 -0.11 -0.081
Si 4.778 0.915 33.284 0.247 -0.188 -0.111
Si 10.837 11.107 32.433 -0.099 0.042 -0.401
Si 13.624 0.814 31.185 -0.059 0.145 -0.526
Si 15.825 2.983 31.268 0.013 -0.074 -0.359
Si 8.467 12.611 32.951 -0.027 0.205 -0.373
Si 15.196 4.355 33.74 -0.106 -0.097 -0.136
Si 13.491 16.09 34.176 -0.126 -0.201 -0.098
Si 15.689 10.637 29.223 -0.205 0.242 -0.24
O 13.628 14.454 34.427 0.027 -0.092 -0.18
O 2.101 2.53 35.493 -0.216 -0.202 0.666
O 2.055 3.898 33.033 -0.256 0.25 0.004
O 0.962 3.139 30.744 -0.05 0.113 0.108
O 16.29 5.003 34.764 0.311 0.213 0.05
O 15.841 3.134 32.884 -0.032 0.09 0.353
O 3.587 6.746 34.811 -0.042 0.5 0.202
O 5.241 8.871 1.455 -0.284 -0.123 -0.056
O 15.498 14.665 31.126 0.072 0.212 0.34
O 0.365 10.052 34.273 0.038 0.196 0.235
O 4.227 12.603 34.968 0.016 -0.186 0.431
O 2.484 14.737 34.702 -0.215 0.076 -0.072
O 4.923 0.382 34.789 -0.033 -0.043 -0.049
O 3.945 2.295 33.473 -0.18 0.122 -0.018
O 7.382 2.27 0.091 -0.461 -0.2 0.477
O 7.782 4.017 32.809 -0.191 -0.069 0.258
O 5.487 4.994 33.953 -0.307 0.052 0.013
O 7.448 2.647 30.63 -0.152 0.092 -0.389
O 6.761 6.329 32.046 -0.326 -0.168 -0.114
O 6.834 6.865 29.329 -0.086 -0.19 0.032
O 7.844 8.776 33.304 0.039 0.048 0.356
O 6.004 10.332 34.585 -0.264 0.044 -0.263
O 8.423 13.836 34.012 0.176 -0.006 0.466
O 6.85 15.21 35.398 -0.076 -0.084 -0.074
O 9.937 1.896 35.185 -0.212 -0.277 -0.01
O 11.935 0.115 34.535 0.324 -0.28 -0.163
O 15.012 1.636 30.843 0.22 -0.108 0.314
O 13.999 3.567 34.508 0.124 0.077 -0.254
O 9.764 6.174 35.321 -0.522 -0.101 0.08
O 11.891 4.454 35.494 0.171 -0.267 0.27
O 14.738 7.147 35.389 0.256 -0.088 0.306
O 12.681 9.183 35.266 -0.291 0.334 0.303
O 9.951 12.484 32.256 -0.034 0.006 0.328
O 11.238 10.941 33.998 0.147 -0.061 0.381
O 15.164 12.197 35.001 -0.029 0.305 0.522
O 14.649 0.479 35.044 0.32 0.3 0
O 16.252 0.191 26.514 -0.136 -0.039 0.098
O 0.866 3.492 23.794 -0.146 0.2 -0.022
O 4.343 1.482 22.086 0.125 0.032 -0.043
O 2.414 3.028 21.001 -0.117 -0.054 -0.302
O 0.666 10.003 21.789 0.395 -0.2 -0.002
O 1.109 11.698 23.915 -0.239 0.138 -0.424
O 4.149 5.849 21.654 0.096 -0.108 0.026
O 2.533 7.965 21.188 0.351 -0.047 -0.656
O 14.984 15.014 24.676 -0.12 0.166 0.033
O 16.334 16.394 20.72 -0.285 0.065 0.008
O 4.2 13.029 21.246 -0.021 0.063 0.118
O 1.443 14.924 22.046 0.208 -0.033 -0.325
O 7.468 2.557 20.742 0.282 -0.034 -0.134
O 8.828 0.609 21.639 0.095 -0.034 -0.098
O 9.613 1.359 24.241 0.027 0.176 -0.14
O 9.496 3.057 22.236 -0.137 0.454 -0.484
O 5.727 10.901 20.914 -0.045 0.047 -0.28
O 7.192 8.895 22.077 -0.186 -0.033 -0.476
O 10.967 5.345 21.16 0.006 -0.186 -0.266
O 9.116 7.034 22.08 0.162 -0.086 -0.286
O 8.402 14.671 22.515 0.001 0.195 -0.087
O 6.122 15.986 21.989 0.211 -0.11 -0.242
O 9.138 12.175 22.055 0.148 -0.045 -0.118
O 10.96 10.533 21.212 -0.219 0.153 -0.239
O 12.473 3.091 21.706 -0.034 -0.256 -0.308
O 12.849 1.727 24.026 -0.036 -0.021 -0.428
O 15.58 1.649 24.516 -0.182 -0.168 -0.235
O 15.665 2.168 21.978 -0.262 -0.217 -0.445
O 12.821 8.738 21.901 -0.175 -0.121 -0.297
O 14.87 8.969 23.638 0.023 0.028 -0.189
O 0.258 5.141 20.99 -0.063 -0.264 -0.358
O 14.925 7.098 21.767 0.3 -0.128 0.242
O 14.411 11.32 20.297 0.022 -0.164 -0.187
O 11.697 14.192 20.651 -0.06 -0.478 -0.624
O 3.205 12.589 25.367 -0.201 -0.088 -0.179
O 15.605 12.405 22.221 0.128 -0.237 0.088
O 7.464 16.385 30.524 -0.134 0.094 -0.052
O 3.486 11.193 22.956 0.242 -0.131 -0.719
O 1.282 15.228 24.676 0.291 -0.255 0.053
O 3.55 15.718 23.278 0.284 -0.094 0.098
O 2.134 2.745 26.03 0.002 -0.246 -0.324
O 0.946 5.047 26.037 -0.154 -0.133 -0.263
O 2.707 9.966 25.175 0.192 0.11 -0.189
O 1.396 0.972 23.149 0.168 0.104 -0.203
O 7.744 11.095 26.531 0.203 0.064 -0.021
O 4.128 12.687 27.91 -0.118 0.045 0.009
O 4.697 14.772 26.254 0.058 0.272 0.211
O 5.594 0.3 24.407 0.132 0.159 -0.273
O 5.216 1.455 30.022 0.012 -0.121 -0.254
O 5.744 12.468 25.705 -0.041 -0.044 -0.317
O 3.088 4.787 24.544 -0.07 -0.013 -0.468
O 7.522 3.019 26.809 -0.031 -0.303 -0.013
O 6.614 6.301 22.19 -0.108 0.062 0.081
O 4.657 8.06 28.588 0.022 -0.203 -0.005
O 7.896 5.638 26.373 -0.041 0.004 0.011
O 5.358 4.118 23.353 0.324 -0.207 -0.212
O 6.556 12.863 22.378 0.129 0.123 0.2
O 1.662 12.361 21.392 0.145 0.079 0.072
O 9.091 15.109 28.712 -0.04 -0.027 0.131
O 8.14 12.734 24.446 -0.073 -0.021 -0.398
O 11.161 1.119 26.222 -0.091 -0.165 -0.358
O 13.465 15.03 22.503 0.233 0.205 -0.466
O 12.373 15.675 24.794 0.014 0.001 -0.141
O 13.757 0.86 26.352 -0.122 -0.082 0.273
O 13.87 4.219 23.55 -0.111 -0.214 -0.219
O 11.242 3.672 24.051 0.024 0.061 0.112
O 2.183 8.626 27.36 -0.023 -0.008 -0.025
O 13.471 7.426 28.199 0.088 0.097 0.197
O 14.332 11.121 24.997 0.274 -0.116 -0.361
O 13.238 6.831 23.772 -0.03 0.122 -0.144
O 2.819 12.192 30.332 -0.123 0.25 0.339
O 14.997 14.366 28.636 0.097 0.016 0.104
O 2.639 0.938 30.407 -0.003 -0.054 0.42
O 3.865 0.794 26.36 -0.213 -0.274 0.081
O 7.274 9.349 28.472 -0.05 -0.082 0.29
O 6.466 0.435 26.825 0.308 -0.13 -0.253
O 3.521 3.455 30.734 0.015 0.088 0.094
O 1.406 7.525 25.144 -0.093 -0.041 -0.145
O 5.416 11.747 30.083 -0.049 -0.023 0.082
O 3.493 10.259 28.883 0.069 -0.086 -0.161
O 13.501 6.305 30.526 0.041 0.278 -0.097
O 0.073 13.896 26.558 0.246 0.185 -0.21
O 1.623 0.361 33.033 -0.149 -0.165 0.303
O 1.785 14.954 31.191 0.046 -0.131 0.272
O 14.293 4.917 28.375 -0.051 0.147 0.205
O 4.715 3.317 25.963 0.04 0.213 -0.389
O 7.556 7.389 24.343 0.054 0.129 -0.299
O 8.362 1.235 28.464 0.218 0.184 -0.066
O 7.9 11.779 29.183 0.025 0.108 0.106
O 5.467 5.831 25.269 -0.019 -0.094 -0.116
O 9.845 10.536 27.884 -0.157 -0.232 -0.07
O 9.929 9.847 31.899 -0.036 -0.187 0.229
O 7.769 13.741 26.86 -0.044 0.157 0.053
O 10.317 13.171 27.421 0.2 -0.022 0.084
O 8.753 3.871 24.666 -0.145 -0.092 -0.251
O 12.939 13.193 24.379 -0.09 -0.08 -0.204
O 12.319 1.8 31.116 -0.085 0.002 0.442
O 9.615 15.408 26.033 0.038 0.056 -0.238
O 15.663 6.146 24.402 -0.178 0.048 -0.053
O 15.213 2.923 26.818 -0.179 -0.184 -0.112
O 11.702 5.394 28.673 0.073 -0.105 -0.088
O 13.785 5.183 25.915 -0.188 0.245 -0.035
O 0.135 9.719 25.716 -0.012 0.155 0.04
O 15.471 9.205 28.485 0.008 0.202 0.206
O 13.932 12.96 26.814 -0.286 0.278 -0.003
O 13.229 13.406 30.422 0.106 0.05 0.287
O 15.91 7.054 26.988 -0.163 0.063 0.081
O 13.5 16.028 30.065 -0.027 0.139 0.214
O 8.514 5.108 30.493 0.162 0.053 0.133
O 16.149 6.775 30.667 -0.004 -0.043 0.275
O 0.259 14.507 33.392 -0.166 0.101 0.281
O 14.119 8.826 26.183 -0.219 -0.153 0.011
O 15.065 4.267 30.655 -0.173 0.138 0.008
O 2.067 5.668 31.127 -0.099 0.016 0.202
O 8.67 7.784 30.966 0.024 0.051 0.007
O 15.965 11.856 28.152 0.281 0.042 -0.203
O 0.643 12.576 31.684 -0.098 -0.229 0.019
O 2.155 10.452 32.357 -0.062 -0.382 0.423
O 3.497 2.491 28.304 0.094 -0.132 0.147
O 9.925 3.016 31.546 -0.105 -0.094 0.233
O 6.195 1.205 32.52 0.048 0 0.284
O 8.324 9.391 0.079 0.027 -0.03 0.233
O 1.243 8.005 32.387 0.061 0.247 0.312
O 2.245 7.963 29.882 -0.278 -0.178 0.273
O 6.439 7.73 26.725 -0.177 0.11 -0.174
O 4.03 16.207 32.315 -0.022 0.123 -0.067
O 12.007 11.644 28.874 0.057 -0.184 -0.052
O 8.308 11.277 33.875 -0.222 -0.041 0.208
O 9.972 4.16 27.049 0.045 0.103 0.056
O 10.089 0.599 30.34 -0.165 -0.065 0.126
O 10.883 2.855 29.139 -0.258 -0.094 -0.172
O 13.705 0.094 32.625 -0.032 -0.304 0.521
O 7.359 12.692 31.72 0.03 0.124 0.326
O 7.318 10.124 31.149 0.083 -0.159 0.075
O 12.545 3.331 27.197 -0.007 -0.057 -0.347
O 14.757 5.643 32.801 0.262 -0.053 0.268
O 0.623 10.505 30.153 -0.026 -0.138 0.334
O 11.88 11.435 26.222 -0.108 0.114 -0.259
O 12.164 11.22 31.508 -0.083 -0.26 0.183
O 14.336 11.005 30.061 0.176 0.083 0.388
Si 0.074 0.025 5.457 -0.021 0.03 -0.05
Si 2.754 2.808 5.449 0.011 -0.014 0.006
Si 0.09 5.532 5.512 0.014 0.037 -0.029
Si 2.829 8.249 5.531 0.128 0.065 -0.062
Si 0.051 10.968 5.535 0.009 -0.027 -0.027
Si 2.813 13.687 5.438 0.063 0.09 -0.049
Si 5.473 0.058 5.427 0.068 -0.055 -0.073
Si 8.248 2.663 5.631 -0.037 -0.017 0.02
Si 5.455 5.503 5.552 0.045 -0.133 0.048
Si 8.231 8.284 5.579 0.049 -0.05 0.098
Si 5.556 10.902 5.43 -0.045 -0.028 -0.03
Si 8.278 13.713 5.474 0.053 0.046 -0.043
Si 11.045 16.326 5.534 -0.103 0.017 -0.011
Si 13.806 2.711 5.579 0.058 0.169 0.075
Si 10.935 5.533 5.641 0.025 -0.052 0.09
Si 13.668 8.315 5.535 0.044 0.024 0.014
Si 10.958 11.038 5.484 0.082 0.025 -0.059
Si 13.728 13.718 5.466 0.085 0.057 -0.014
Si 1.419 1.397 6.841 0.016 -0.006 -0.06
Si 4.105 4.112 6.899 -0.006 0.059 -0.026
Si 1.448 6.873 6.893 -0.016 -0.076 -0.009
Si 4.198 9.595 6.877 -0.024 -0.028 0.026
Si 1.438 12.345 6.847 -0.073 0.021 0
Si 4.159 15.05 6.823 0.028 -0.041 -0.006
Si 6.83 1.315 6.913 0.046 0.02 0.051
Si 9.594 4.088 6.945 -0.098 0.099 0.001
Si 6.855 6.858 6.9 -0.034 0.057 -0.03
Si 9.628 9.645 6.898 -0.038 -0.077 -0.035
Si 6.894 12.304 6.813 0 -0.002 -0.041
Si 9.64 15.005 6.898 0.032 -0.026 0.023
Si 12.393 1.325 6.892 0.025 -0.024 -0.046
Si 15.144 4.129 6.901 0.032 -0.118 -0.005
Si 12.355 6.896 6.926 0.003 -0.066 0.007
Si 15.074 9.621 6.904 -0.102 0.043 0.038
Si 12.365 12.349 6.859 -0.053 -0.051 -0.014
Si 15.102 15.061 6.845 -0.078 0.058 -0.05
Si 0.059 2.719 8.262 0.011 0.082 0.025
Si 2.771 16.396 8.206 0.011 0.036 -0.007
Si 0.034 8.214 8.244 -0.016 -0.029 -0.032
Si 2.755 5.466 8.28 0.009 -0.015 0.009
Si 0.048 13.678 8.217 0.041 -0.025 0.011
Si 2.786 10.951 8.213 0.087 0.034 0.002
Si 5.467 2.709 8.253 0.048 0.041 -0.007
Si 8.231 16.351 8.247 -0.048 -0.025 0.008
Si 5.5 8.207 8.275 0.003 -0.039 0.006
Si 8.203 5.458 8.266 0.022 -0.042 0.007
Si 5.516 13.66 8.196 0.008 0.049 -0.028
Si 8.229 10.962 8.254 0.035 -0.027 -0.002
Si 10.988 2.689 8.243 0.025 0.045 0
Si 13.731 16.366 8.263 0.011 0.017 0.024
Si 10.964 8.238 8.273 0.062 0.04 -0.01
Si 13.721 5.472 8.248 -0.005 0.029 -0.015
Si 10.988 13.646 8.271 -0.005 0.024 0.014
Si 13.697 10.968 8.257 0.085 0.002 0.004
Si 1.401 4.078 9.644 -0.01 -0.025 0.007
Si 4.118 1.329 9.621 0 -0.007 -0.007
Si 1.413 9.579 9.592 -0.034 -0.007 -0.016
Si 4.133 6.828 9.632 0.015 -0.006 -0.012
Si 1.408 15.027 9.595 -0.036 0.005 -0.009
Si 4.149 12.301 9.585 -0.049 -0.02 -0.007
Si 6.847 4.064 9.617 -0.047 0.038 0.006
Si 9.605 1.317 9.601 -0.028 0.032 -0.008
Si 6.879 9.564 9.622 -0.036 -0.025 -0.006
Si 9.597 6.819 9.606 -0.044 -0.018 -0.005
Si 6.871 14.984 9.613 0.062 -0.034 0.012
Si 9.612 12.284 9.636 -0.001 -0.013 0.007
Si 12.345 4.07 9.597 0 -0.028 0.008
Si 15.082 1.336 9.622 -0.046 -0.01 -0.006
Si 12.344 9.581 9.633 -0.039 -0.034 0.007
Si 15.077 6.833 9.619 0.018 -0.041 0.013
Si 12.356 15.002 9.632 -0.019 0.004 0.008
Si 15.089 12.311 9.605 -0.052 0.021 0

Results
total energy: -115449.706 eV
total energy less fixed offsets of O -438.35, Si -107.03 eV per atom: 16.634 eV
